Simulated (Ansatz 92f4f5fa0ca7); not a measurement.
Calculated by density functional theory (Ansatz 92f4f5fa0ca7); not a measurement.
Periodic cell of 171 atoms, Si99O72, from a study of silicon, its oxide and their interface. The atomic structure is a simulated model.

Settings: functional r2SCAN; potential files Ansatz norm-conserving; basis plane waves; wave-function cutoff 1300 eV; density cutoff ratio 4; exchange-correlation grid ratio 1; k mesh 2 x 2 x 1, shifted by 0.5 0.5 0.5 of a step; self-consistency stop 5e-08 eV per atom in the density residual; occupations Fermi-Dirac, 0.05 eV; spin none; net charge 0.

Cell vectors (angstrom)
a, 11.5403, 0, 0
b, 0, 11.5403, 0
c, 1.2016, 0.0503, 21.9913

Atoms: element, x, y, z (angstrom)
Si, 8.9601, 0.6542, -0.0898
Si, 8.8901, 3.7621, 0.7447
Si, 8.9982, 6.7809, 0.3336
Si, 1.2475, 0.5078, 0.1749
Si, 1.1684, 3.5634, 0.7969
Si, 1.0571, 6.5659, 0.3666
Si, 5.0131, -0.602, -0.121
Si, 4.8962, 4.3614, 0.2736
Si, 4.9951, 7.6154, 0.2348
Si, -0.7394, -0.0801, 1.326
Si, -0.7641, 3.6545, 2.0486
Si, -0.7319, 7.2862, 1.753
Si, 3.1744, -0.1178, 1.4177
Si, 3.1954, 3.7961, 1.8512
Si, 3.0263, 7.5059, 1.4825
Si, 6.9821, -0.1097, 1.2043
Si, 6.8047, 3.7991, 1.6974
Si, 6.9933, 7.5189, 1.483
Si, -0.7395, 1.5917, 3.0357
Si, -0.7371, 5.5893, 3.2702
Si, -0.7307, 9.4719, 2.764
Si, 3.2318, 1.7195, 2.9325
Si, 3.0982, 5.747, 3.0707
Si, 3.017, 9.4711, 2.8044
Si, 6.8706, 1.7074, 2.8243
Si, 6.9167, 5.7068, 3.0207
Si, 7.0622, 9.5339, 2.7419
Si, 8.8056, 1.6674, 4.2801
Si, 8.8097, 5.648, 4.4368
Si, 8.9178, 9.5083, 4.216
Si, 1.2614, 1.6668, 4.3011
Si, 1.2276, 5.6621, 4.4851
Si, 1.1459, 9.4872, 4.2431
Si, 5.0731, 1.7093, 4.3217
Si, 5.0199, 5.7134, 4.3907
Si, 5.048, 9.4614, 4.1312
Si, -2.6918, -0.1951, 5.7357
Si, -2.7139, 3.6207, 5.5878
Si, 8.9423, 7.6364, 5.6849
Si, 1.2735, -0.2085, 5.7337
Si, 1.2481, 3.6263, 5.611
Si, 1.0835, 7.6266, 5.738
Si, 4.9959, -0.2258, 5.624
Si, 5.0082, 3.6872, 5.5955
Si, 5.0727, 7.6345, 5.6923
Si, -0.6713, -0.2715, 7.0849
Si, -0.7364, 3.7032, 6.8576
Si, -0.796, 7.6879, 7.2363
Si, 3.2069, -0.2263, 7.1612
Si, 3.1418, 3.605, 7.0336
Si, 3.0654, 7.5888, 6.961
Si, 6.8301, -0.1653, 7.0554
Si, 6.9102, 3.6608, 6.9393
Si, 7.0597, 7.5882, 7.0378
Si, -0.6785, 1.7733, 8.1354
Si, -0.8172, 5.5658, 8.2914
Si, -0.656, 9.5934, 8.8422
Si, 3.1853, 1.7543, 8.5621
Si, 3.0894, 5.6367, 8.2248
Si, 3.1473, 9.3255, 8.4688
Si, 6.7755, 1.8431, 8.3752
Si, 7.0213, 5.5443, 8.2778
Si, 6.9941, 9.4835, 8.4084
Si, 8.888, 1.9193, 9.2963
Si, 8.8816, 4.9455, 9.6806
Si, 8.7727, 10.4272, 9.754
Si, 1.0967, 2.0559, 9.6647
Si, 1.146, 5.246, 9.5026
Si, 1.5462, 9.6101, 10.1785
Si, 5.0345, 2.4537, 10.0235
Si, 5.0421, 5.5883, 9.4712
Si, 5.0859, 8.7305, 9.6473
Si, 5.071, 9.5309, 12.5626
Si, 8.4652, 11.9183, 16.4788
Si, 4.6307, 12.6133, 12.9232
Si, 12.7329, 7.2385, 17.4023
Si, 6.7096, 4.0339, 17.7624
Si, 3.7358, 13.6947, 17.8407
Si, 0.6999, 10.4178, 14.4791
Si, 0.7285, 5.7287, 12.5807
Si, 12.4048, 3.8541, 14.7505
Si, 8.0671, 6.7036, 15.1319
Si, 1.642, 12.08, 12.1183
Si, 9.2184, 9.6767, 15.0188
Si, 13.6388, 10.2116, 19.7693
Si, 5.6944, 2.0682, 20.0116
Si, 5.9286, 13.5685, 15.6775
Si, 15.1752, 8.9382, 17.6915
Si, 8.0179, 9.2966, 12.5384
Si, 9.1872, 6.4527, 12.4868
Si, 9.6452, 3.9332, 18.0907
Si, 2.283, 8.2268, 12.9034
Si, 5.3886, 6.5287, 16.8262
Si, 10.6292, 5.8212, 16.4376
Si, 2.2241, 11.2878, 17.1017
Si, 12.0693, 7.9725, 20.3409
Si, 10.7337, 13.453, 16.2386
Si, 10.0493, 12.7992, 18.8601
Si, 14.488, 4.8658, 16.6713
O, 8.738, 8.1532, 15.0442
O, 9.0568, 0.3612, -1.7641
O, 12.0593, 7.7308, 18.7612
O, 8.9707, 5.1739, -0.1724
O, 9.3979, 7.5944, -1.0551
O, 9.7619, 3.1522, 16.6553
O, 1.1522, 2.165, -0.1286
O, 1.1757, 4.9601, -0.1029
O, 1.4626, -0.182, -1.3095
O, 14.8487, 9.1829, 19.2855
O, 10.8217, 9.8328, 14.9703
O, 9.93, 2.8512, 19.2628
O, 8.6967, 12.2998, 18.051
O, 8.6184, 10.3193, 13.6513
O, 12.4511, 9.5287, 20.6414
O, 4.9615, 5.9435, -0.3585
O, 4.6163, 3.1524, -0.8179
O, 1.8326, 6.7113, 13.2913
O, 9.0172, 8.0473, 12.3067
O, 6.4644, 2.7503, 18.7319
O, 11.3492, 4.9059, 15.3386
O, 8.5248, 10.3058, 16.3462
O, 1.2715, 3.6618, 9.7942
O, 1.7163, 8.4946, 11.3898
O, 5.8537, 5.4268, 17.9408
O, 1.61, 9.1804, 14.0162
O, 0.9922, 5.8573, 11.0051
O, 0.8529, 13.1999, 11.2603
O, 4.9929, 4.1244, 10.3497
O, 0.3303, 2.3655, 15.1695
O, 6.5082, 15.0345, 16.1983
O, 8.1721, 4.5418, 18.2103
O, 5.1753, 13.2099, 11.4987
O, 4.9999, 11.0391, 13.1841
O, 4.9781, 9.7109, 10.9599
O, 0.6218, 11.4563, 13.228
O, 15.6443, 5.8491, 16.0919
O, 8.1464, 5.9918, 13.6692
O, 10.6987, 5.1695, 17.9521
O, 5.3003, 13.4886, 14.1598
O, 13.9074, 8.2348, 16.9301
O, 2.0214, 10.9894, 10.9513
O, 3.4998, 15.2956, 17.7115
O, 4.2094, 13.3914, 19.3644
O, 4.94, 7.9774, 17.4739
O, 1.391, 11.1732, 15.7314
O, 11.4563, 7.224, 16.3861
O, 3.8868, 8.5144, 13.0489
O, 9.71, 12.4228, 15.5234
O, 11.2166, 12.7831, 17.6688
O, 4.9996, 9.2551, -0.492
O, 8.9966, 0.5091, 10.1676
O, 6.5018, 8.8599, 12.9731
O, 13.3871, 5.7445, 17.4785
O, 2.9861, 12.656, 12.8584
O, 4.7757, 13.1741, 16.718
O, 9.0602, 5.9274, 16.1261
O, 8.7825, 5.7316, 11.1135
O, 2.4142, 12.8596, 17.4481
O, 12.4912, 4.2053, 13.1642
O, 12.9466, 10.6858, 18.3691
O, 4.982, 0.5574, -1.3737
O, -0.8031, 6.1889, 12.8824
O, 8.9503, 3.341, 10.1862
O, 7.1063, 12.4724, 15.8271
O, 6.5701, 6.7649, 15.739
O, 7.9845, 10.0258, 11.1244
O, 13.8688, 4.0707, 15.405
O, 15.1939, 10.4387, 17.0042
O, 8.9917, 2.3142, -0.0535
O, 0.6233, 7.1099, -1.1165
O, 5.1002, 7.1171, 10.2237

Results
free energy: -45071.862 eV
free energy less fixed offsets of O -463.61, Si -117.95 eV per atom: -14.892 eV
pressure: -1.79 GPa
stress xx, yy, zz, yz, xz, xy (GPa, positive in tension): 0.54, 3.08, 1.74, 0.05, 0.09, 0.08

Forces (eV/angstrom), in the order of the atoms: element, x, y, z
Si, 0.0312, 0.4206, -0.4355
Si, 0.0732, 0.0268, -0.9239
Si, -0.05, -0.2013, -0.6415
Si, 0.1765, 0.5221, -0.4204
Si, 0.0279, -0.0182, -1.0154
Si, 0.1086, -0.1362, -0.8884
Si, -0.0094, -0.0271, 0.0538
Si, -0.0037, 0.0156, -0.2138
Si, 0.073, -0.0137, 0.0743
Si, -0.0045, 0.0608, -0.109
Si, 0.1259, 0.0268, -0.1236
Si, 0.0296, -0.0891, -0.1747
Si, -0.0328, -0.0439, -0.2053
Si, 0.029, -0.034, -0.1443
Si, -0.4116, -0.2368, -0.2058
Si, 0.058, -0.0229, -0.1392
Si, -0.2321, 0.0649, -0.2406
Si, 0.3001, -0.1073, -0.2218
Si, -0.1153, -0.2802, 0.2609
Si, 0.0104, -0.1548, 0.4148
Si, 0.0116, 0.1701, -0.1261
Si, 0.1553, -0.1049, 0.0694
Si, 0.0154, 0.237, 0.2303
Si, 0.0761, 0.0703, 0.0242
Si, 0.0165, -0.0991, -0.0742
Si, -0.0796, 0.1748, 0.1403
Si, -0.0946, 0.0268, -0.0707
Si, 0.1312, -0.0616, -0.1551
Si, 0.1413, 0.046, -0.0267
Si, -0.1639, -0.0114, 0.0503
Si, -0.0548, -0.0028, -0.0971
Si, -0.0798, 0.0814, -0.083
Si, 0.1358, -0.013, 0.0659
Si, -0.167, -0.0679, 0.0397
Si, 0.014, -0.1642, -0.0557
Si, 0.0285, 0.0007, -0.0874
Si, 0.0131, -0.0969, 0.1314
Si, -0.0872, 0.0011, 0.1538
Si, -0.1583, 0.0068, -0.0586
Si, -0.0861, -0.088, 0.0671
Si, 0.1008, 0.0691, 0.2523
Si, 0.0945, 0.0535, 0.0313
Si, 0.1428, 0.07, -0.0854
Si, 0.0699, 0.0043, 0.0843
Si, 0.013, 0.1302, 0.0188
Si, -0.0279, 0.0127, -0.3063
Si, 0.1891, -0.0714, -0.3649
Si, 0.1225, 0.0311, 0.1317
Si, -0.0205, 0.1004, 0.1271
Si, -0.2053, -0.0955, -0.1363
Si, -0.0578, 0.027, -0.1929
Si, -0.1384, -0.0562, -0.1513
Si, -0.0463, -0.0555, -0.365
Si, 0.0715, 0.058, -0.0831
Si, 0.0118, 0.2437, 0.3207
Si, -0.0055, -0.1033, 0.2749
Si, 0.0388, 0.1339, 0.1631
Si, -0.0514, -0.0442, 0.2338
Si, -0.1513, -0.1246, 0.1304
Si, 0.1504, 0.0015, 0.0312
Si, -0.1244, 0.0954, 0.2649
Si, 0.2629, -0.0196, 0.2154
Si, -0.0249, 0.0406, 0.1637
Si, 0.1706, -0.0195, 0.7528
Si, -0.1297, -0.1514, 0.7659
Si, -0.1569, 0.2976, 0.7247
Si, 0.0163, 0.4476, 0.3395
Si, -0.0142, -0.1157, 0.4572
Si, 0.1887, -0.2327, 0.2389
Si, 0.1156, 0.039, 0.5277
Si, 0.0145, 0.0068, 0.5773
Si, 0.195, -0.1155, 0.6915
Si, 0.0064, -0.1042, 0.3424
Si, -0.1457, -0.2917, -0.26
Si, 0.0511, 0.043, 0.3643
Si, -0.0335, -0.002, -0.3257
Si, 0.0153, 0.2988, -0.2796
Si, -0.2054, 0.0585, -0.373
Si, 0.0165, -0.1062, 0.2863
Si, 0.0956, -0.1355, 0.3338
Si, 0.0559, -0.0152, 0.1108
Si, -0.1594, -0.0388, 0.1882
Si, -0.1858, -0.0035, 0.3467
Si, 0.1454, 0.0357, 0.1891
Si, -0.1526, 0.0283, -0.3483
Si, -0.1285, 0.1135, -0.2319
Si, 0.0684, -0.0004, -0.0956
Si, 0.0283, -0.0354, -0.4777
Si, -0.0417, 0.087, 0.2057
Si, -0.0576, 0.0084, 0.2721
Si, 0.1339, 0.2573, -0.09
Si, 0.0655, 0.0965, 0.4963
Si, -0.064, 0.0128, -0.2179
Si, 0.135, 0.2078, -0.0606
Si, -0.0325, 0.2565, -0.3729
Si, 0.19, 0.0009, -0.374
Si, 0.1644, 0.0102, -0.5188
Si, 0.0424, 0.1799, -0.2613
Si, -0.0156, 0.014, -0.1312
O, -0.047, -0.0258, -0.1524
O, -0.019, 0.1063, 0.7437
O, 0.0394, 0.0422, 0.3665
O, -0.0194, 0.2409, 0.747
O, 0.1729, -0.0892, 0.3466
O, 0.1259, -0.0353, 0.3309
O, 0.1623, -0.3454, 0.6437
O, -0.0418, 0.4684, 0.7685
O, -0.1808, -0.0159, 0.2304
O, -0.2264, 0.2206, 0.0358
O, -0.081, 0.0927, -0.1286
O, -0.0944, -0.208, -0.2798
O, 0.2761, 0.139, 0.1137
O, -0.1057, -0.4063, -0.131
O, 0.0487, -0.1806, -0.1157
O, -0.025, -0.0226, 0.3854
O, 0.0742, 0.1158, -0.1432
O, -0.1451, -0.0102, -0.3244
O, -0.1091, -0.01, -0.0465
O, -0.1347, -0.1472, 0.3129
O, 0.0808, -0.0581, 0.0563
O, 0.1732, 0.3026, -0.2504
O, -0.1183, 0.1619, -0.079
O, -0.1024, 0.3782, -0.2664
O, 0.087, -0.1673, -0.1493
O, 0.0138, 0.0173, -0.3476
O, 0.037, -0.0784, -0.3779
O, 0.2317, -0.1294, -0.5253
O, 0.0846, -0.2742, -0.5652
O, -0.0956, 0.2574, 0.2014
O, -0.0568, -0.1408, 0.4007
O, -0.0347, -0.3516, -0.0429
O, -0.159, 0.3691, -0.6211
O, -0.0434, 0.0834, -0.2895
O, -0.0046, -0.3294, 0.0099
O, 0.304, 0.0457, -0.2603
O, 0.0425, -0.0402, 0.3505
O, 0.3189, 0.2987, -0.1245
O, -0.3247, -0.2464, -0.235
O, -0.1475, -0.2449, -0.1714
O, 0.0352, -0.0201, 0.358
O, -0.1578, -0.2045, 0.0428
O, 0.0885, -0.2572, -0.04
O, 0.2678, 0.0147, 0.1458
O, -0.2151, -0.0381, 0.0413
O, 0.0364, -0.1225, 0.0701
O, 0.1381, -0.4639, 0.2865
O, -0.1082, 0.217, -0.3263
O, -0.0203, 0.0585, 0.4963
O, -0.5042, 0.0971, 0.2273
O, -0.017, -0.2471, 0.4007
O, -0.1726, -0.691, -0.7192
O, 0.0626, 0.2034, -0.2855
O, 0.048, 0.2158, -0.1707
O, -0.0871, -0.0807, -0.2326
O, -0.0247, 0.1481, 0.1895
O, 0.1376, -0.0122, -0.0858
O, 0.1249, -0.0884, -0.3739
O, 0.3218, -0.1376, 0.1542
O, -0.0964, 0.3019, 0.0215
O, 0.3619, -0.0864, 0.4135
O, -0.0618, -0.2178, 0.2298
O, -0.0206, -0.0513, -0.181
O, -0.1075, 0.293, -0.8638
O, 0.042, 0.1483, 0.2052
O, 0.0885, -0.0816, 0.0856
O, 0.1656, -0.1116, -0.088
O, -0.2511, 0.1013, 0.1032
O, -0.3302, -0.1578, 0.3372
O, -0.16, -0.4181, 0.0435
O, -0.2918, 0.1573, 0.3539
O, -0.0117, 0.2426, -0.6445
